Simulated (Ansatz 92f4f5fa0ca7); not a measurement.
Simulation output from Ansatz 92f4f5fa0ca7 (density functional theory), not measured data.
Periodic cell of 220 atoms, Si132O88, from a study of silicon, its oxide and their interface. The atomic structure is a simulated model.

Settings
functional: PBE
potential files: Ansatz PAW
basis: plane waves
wave-function cutoff: 700 eV
density cutoff ratio: 5
exchange-correlation grid ratio: 1
k mesh: 2 x 2 x 1, shifted by 0.5 0.5 0.5 of a step
self-consistency stop: 5e-08 eV per atom in the density residual
occupations: fixed
spin: none
net charge: 0

Cell vectors (angstrom)
a 10.938 0 0
b 0 10.938 0
c 0 0 32.5442

Atoms and the computed forces on them: element, x, y, z (angstrom), force x, y, z (eV/angstrom)
Si -0.3324 0.4078 24.9923 0.0065 0.0141 -0.036
Si 5.769 -0.2274 25.0948 -0.0096 -0.0009 -0.0147
Si 2.5042 3.0657 25.2604 0.0032 0.0066 -0.0295
Si 8.3833 2.699 24.838 0.0063 0.0112 0.0012
Si 0.2888 5.2369 25.2478 -0.0137 -0.0109 -0.0411
Si 5.0922 5.8071 25.1484 -0.0173 0.0028 -0.0462
Si 2.9348 8.1057 24.9805 -0.0024 0.0016 -0.0005
Si 7.9192 8.4055 25.0205 -0.0168 -0.005 -0.0407
Si 1.2834 1.4224 26.4053 0.0091 0.0003 0.0053
Si 6.8791 1.4649 26.2985 0.0038 -0.0042 0.0081
Si 4.0464 4.2284 26.5413 0.0142 -0.0062 0.0048
Si 9.5449 4.1005 26.3983 -0.0231 -0.0192 -0.0056
Si 1.3986 6.9379 26.4014 0.0136 -0.0042 -0.0141
Si 6.7748 6.8863 26.4012 0.0053 -0.0145 0.0171
Si 4.1112 9.6147 26.3736 -0.0098 -0.0083 -0.0017
Si 9.5231 9.6429 26.2851 0.0081 -0.0126 0.0153
Si 2.7001 0.0265 27.7265 -0.0005 -0.0018 0.0067
Si 8.1853 0.0466 27.7308 -0.0062 0.0089 -0.0046
Si -0.0485 2.7537 27.8028 -0.0116 0.0027 -0.0031
Si 5.4666 2.7592 27.7362 0.0143 -0.0131 0.0004
Si 2.6746 5.5621 27.8443 -0.0071 0.0079 -0.0039
Si 8.1705 5.4912 27.7349 0.0005 0.0036 0.0078
Si -0.0443 8.2703 27.7123 -0.0071 0.0078 0.0156
Si 5.4323 8.236 27.7873 -0.0072 0.0098 -0.0039
Si 4.1018 1.3673 29.126 -0.0249 0.0443 -0.3101
Si 9.5708 1.3673 29.126 -0.1388 -0.1593 0.2661
Si 1.3673 4.1018 29.126 -0.2989 0.161 0.283
Si 6.8362 4.1018 29.126 0.0132 0.0188 -0.0914
Si 4.1018 6.8362 29.126 0.0624 0.307 0.5886
Si 9.5708 6.8362 29.126 -0.0582 0.1549 -0.373
Si 1.3673 9.5708 29.126 -0.0928 0.0906 -0.2186
Si 6.8362 9.5708 29.126 -0.0109 0.2932 -0.066
Si 0 0 30.4932 -0.0033 0.0175 -0.013
Si 5.469 0 30.4932 0.0465 -0.0599 -0.0071
Si 2.7345 2.7345 30.4932 0.0371 0.0321 -0.029
Si 8.2035 2.7345 30.4932 0.0283 -0.0338 -0.009
Si 0 5.469 30.4932 0.0592 -0.0726 0.0171
Si 5.469 5.469 30.4932 -0.0092 0.0069 -0.0191
Si 2.7345 8.2035 30.4932 0.102 -0.0425 0.0188
Si 8.2035 8.2035 30.4932 0.0303 0.0161 -0.0342
Si 1.3673 1.3673 31.8605 -0.0351 -0.0309 0.0108
Si 6.8362 1.3673 31.8605 -0.0346 0.075 -0.0058
Si 4.1018 4.1018 31.8605 0.0088 0.0216 0.0103
Si 9.5708 4.1018 31.8605 -0.0748 0.0295 -0.0074
Si 1.3673 6.8362 31.8605 -0.0543 0.045 -0.0141
Si 6.8362 6.8362 31.8605 -0.0073 -0.0055 0.0021
Si 4.1018 9.5708 31.8605 -0.0734 0.0772 -0.0004
Si 9.5708 9.5708 31.8605 0.0217 -0.0089 0.0103
Si 2.7345 0 0.6835 0.0846 -0.0772 0.0014
Si 8.2035 0 0.6835 0.0136 -0.0188 -0.0028
Si 0 2.7345 0.6835 0.0178 0.0645 -0.0116
Si 5.469 2.7345 0.6835 0.0129 -0.0494 0.0211
Si 2.7345 5.469 0.6835 -0.007 0.0295 -0.012
Si 8.2035 5.469 0.6835 0.0434 -0.0512 -0.0051
Si 0 8.2035 0.6835 0.0533 -0.0747 0.0091
Si 5.469 8.2035 0.6835 0.0263 -0.015 -0.0099
Si 4.1018 1.3673 2.0507 -0.0364 0.06 0.0187
Si 9.5708 1.3673 2.0507 -0.0113 -0.0222 0.0365
Si 1.3673 4.1018 2.0507 -0.1016 -0.096 0.016
Si 6.8362 4.1018 2.0507 0.0788 0.1022 0.0011
Si 4.1018 6.8362 2.0507 -0.0484 -0.0885 0.0086
Si 9.5708 6.8362 2.0507 -0.0865 0.0739 -0.0198
Si 1.3673 9.5708 2.0507 0.0011 0.1439 -0.0407
Si 6.8362 9.5708 2.0507 -0.0638 -0.0275 0.0216
Si 0 0 3.418 0.5531 0.0738 -0.4421
Si 5.469 0 3.418 -0.0146 -0.208 0.1747
Si 2.7345 2.7345 3.418 -0.1296 -0.2559 -0.1037
Si 8.2035 2.7345 3.418 -0.0137 0.1989 0.0786
Si 0 5.469 3.418 0.109 -0.2262 0.3085
Si 5.469 5.469 3.418 -0.2175 -0.0656 -0.1199
Si 2.7345 8.2035 3.418 0.0645 -0.0098 0.3388
Si 8.2035 8.2035 3.418 0.1444 -0.39 -0.5226
Si 1.4216 1.303 4.8135 0.0152 -0.0038 0.0066
Si 6.8451 1.3619 4.7725 -0.015 0.0138 0.0146
Si 4.097 4.0586 4.7732 0.0072 -0.0052 0.0058
Si 9.5959 4.0634 4.8285 0.0089 -0.0045 -0.0081
Si 1.4178 6.7802 4.8177 0.0067 -0.0084 -0.0042
Si 6.8479 6.8221 4.7432 0.0015 -0.0118 0.012
Si 4.1292 9.5406 4.8397 -0.01 0.0039 -0.0273
Si 9.668 9.4912 4.6735 0.0244 -0.014 0.0089
Si 2.7225 -0.1262 6.2857 0.02 0.0179 -0.0079
Si 8.4235 0.0326 5.9181 -0.0141 0.0112 0.0011
Si 0.0811 2.6799 6.1944 -0.0354 -0.0169 -0.0296
Si 5.3067 2.5525 6.1518 0.0178 0.0168 0.0009
Si 2.8353 5.4464 6.2213 -0.0189 -0.0097 0.0054
Si 8.0787 5.3468 6.1312 -0.0096 0.0143 0.0283
Si -0.0286 8.1122 6.1271 0.0236 0.0318 0.0218
Si 5.6183 8.2584 6.1746 -0.0009 0.0094 0.019
Si 3.7458 1.4835 7.7203 -0.0037 0.0244 0.0301
Si 10.0008 0.9418 7.4414 -0.018 -0.0328 0.0408
Si 1.6178 3.8585 7.5136 -0.0002 -0.0007 0.0393
Si 6.5403 3.9918 7.4587 -0.0146 -0.0094 -0.0108
Si 4.6253 6.5054 7.4214 -0.0021 -0.0162 0.0218
Si 9.0873 7.1471 7.2685 0.0084 0.013 0.0205
Si 1.1868 9.5269 7.5744 0.0005 -0.0189 0.0107
Si 7.2112 9.6862 7.3662 0.0397 -0.0002 0.016
O 1.3961 4.1464 24.6576 -0.0016 0.0115 -0.0369
O 6.8285 9.5578 24.5444 0.0114 -0.0086 -0.0313
O 2.707 2.7288 8.0491 0.006 -0.0153 0.0259
O 8.1796 8.4167 7.869 -0.0101 -0.0063 0.0282
O 5.5822 5.2574 8.0195 -0.0122 0.0199 0.0334
O 0.1251 -0.2064 8.0307 -0.0134 0.0144 0.0228
O 4.0247 6.9323 24.5411 0.0075 -0.0022 -0.027
O 9.5026 1.5277 24.4149 0.0119 -0.0057 -0.0263
O 1.8093 8.691 8.8974 0.0126 0.0045 -0.0008
O 0.8312 4.4452 8.8412 0.0243 0.0024 0.0075
O 9.1751 1.4371 8.7792 -0.0053 -0.0158 -0.0213
O 6.9155 10.9043 8.5169 0.0129 0.0025 0.0163
O 4.1505 0.9067 9.2315 -0.0082 0.0097 0.0189
O 4.1637 7.4379 8.6927 -0.0111 -0.022 0.0001
O 6.9649 2.8438 8.6219 0.0259 -0.0016 0.0251
O 9.6197 6.3258 8.5737 -0.0267 0.0157 0.003
O 3.3844 2.4396 24.0392 -0.0028 -0.0074 -0.0056
O 5.1406 0.4226 23.7295 0.0014 0.0141 0.0029
O 7.7704 3.4898 23.4734 -0.0108 -0.0145 0.0152
O 10.4491 5.8762 23.9706 0.0031 0.035 0.0085
O 8.4238 7.5927 23.6558 0.0273 0.0064 0.0112
O 2.3324 8.832 23.6033 -0.0243 -0.0008 0.0021
O 5.6745 5.031 23.841 0.0016 0.0063 0.0198
O 0.4449 10.7424 23.6706 -0.0084 -0.0219 0.007
Si 4.2089 11.6398 10.8654 0.0001 -0.0036 -0.0059
Si 7.6541 7.4125 12.1184 0.0008 0.0093 -0.0031
Si 5.6168 5.8844 20.182 0.0064 0.0002 -0.0001
Si 4.4012 1.6815 23.0376 0.0048 0.0016 0.0055
Si 10.5203 -2.7797 18.1945 -0.0001 -0.0001 -0.0084
Si 6.3599 -2.1021 16.1898 0.0006 0.0006 0.0067
Si 0.9957 9.4396 22.8551 -0.0134 -0.0216 0.0116
Si 8.8852 8.9675 14.5563 0.0003 0.0049 0.0017
Si -2.5833 4.4662 12.1279 0.0001 0.0032 -0.0022
Si 1.0506 9.4034 14.7348 0.001 0.0028 -0.0005
Si 4.2814 0.11 18.6071 -0.0018 -0.001 -0.0083
Si 1.6444 10.0411 17.4992 0.0016 0.001 -0.0084
Si 6.6159 12.8352 12.0266 0.0016 -0.0069 -0.0015
Si 2.8819 -3.2564 9.6555 0.0007 -0.0103 -0.0068
Si 4.7808 8.7962 11.8411 -0.0071 -0.0025 -0.0036
Si 0.5124 11.0251 20.2838 0.0014 -0.0062 -0.0021
Si 1.7427 0.7624 12.8187 0.0018 -0.0101 0.0018
Si 0.3973 3.3833 12.6284 0.0069 0.0011 0.0028
Si 6.1878 8.9037 19.4338 0.0005 0.001 -0.001
Si 6.372 4.0705 22.7476 -0.005 -0.0064 -0.0063
Si 14.802 7.9113 14.6402 0.0036 -0.0056 0.0017
Si 7.5818 1.3818 9.1355 -0.0098 0.0088 -0.0125
Si 8.7214 -0.5011 19.2241 0.0025 0.0012 -0.005
Si 6.9004 1.5186 17.5268 0.0033 0.0049 -0.0006
Si 2.426 2.9143 14.751 0.0051 -0.0017 0.0092
Si 1.7475 4.3149 17.0961 0.0043 -0.0074 -0.0009
Si -3.6697 0.4293 14.8158 0.0038 -0.0003 0.0022
Si 9.7827 5.3751 17.5997 -0.0001 0.0016 -0.0011
Si 6.721 4.6009 17.4647 -0.0005 -0.0029 -0.0007
Si 9.8179 7.0152 23.0237 0.021 0.0047 0.0204
Si 10.673 6.1121 20.3324 -0.0061 0.0004 0.0007
Si 12.0295 5.2005 10.2692 0.0066 0.0045 -0.0123
Si 2.57 4.8092 20.1353 0.0034 -0.002 0.0041
Si 2.7295 1.8561 20.682 0.0063 -0.0043 -0.0002
Si 4.1822 5.0806 15.4776 0.0013 0.0009 -0.013
Si 9.3391 6.191 10.1429 0.0067 0.0034 -0.0242
O 2.8848 5.3407 16.4764 0.0052 -0.032 -0.0071
O 7.5655 -1.3484 20.0186 -0.0001 0.0053 -0.0247
O 5.8965 7.5117 20.2521 -0.0058 0.0051 -0.0042
O -7.0614 3.6819 14.6715 -0.0238 0.0109 0.0177
O 0.4761 1.7461 12.4427 0.0283 0.0139 0.0129
O 6.4538 8.736 17.8177 -0.0006 0.0123 0.0204
O 2.8794 3.4492 20.9789 -0.0044 -0.0038 -0.0092
O 3.4597 8.2768 11.0432 0.0131 0.0031 -0.0036
O -1.1554 3.9048 12.7381 0.002 -0.0036 -0.0195
O -0.1169 6.1604 10.8104 -0.0117 -0.0163 0.0008
O 4.9394 -0.9834 19.6444 0.0195 -0.0046 -0.0256
O 10.7391 7.6258 19.7184 -0.0039 -0.0185 -0.011
O 0.1597 4.6934 16.8817 0.0028 0.008 0.0189
O 3.2567 10.2228 17.627 -0.007 0.0113 0.0202
O 1.1908 9.9083 21.294 -0.02 0.0228 0.0024
O 8.3975 8.4802 13.0815 -0.0077 -0.0091 0.009
O 12.1604 3.7462 13.9946 0.006 -0.0263 -0.011
O 9.5096 -1.4916 18.1698 0.0009 -0.0082 0.0286
O 3.4985 1.0431 21.8585 -0.0049 0.0256 0.0052
O 1.2595 4.054 11.4055 -0.0191 -0.0057 0.0124
O 6.3808 4.996 21.3657 -0.0174 0.0029 -0.0078
O 9.9656 5.1276 19.2231 0.0147 0.0331 -0.0068
O 13.051 4.2626 18.6709 -0.0051 0.0092 -0.0016
O 8.3055 4.8892 17.0727 -0.0073 -0.0096 0.0083
O 1.124 1.5388 20.7079 0.0184 -0.0164 0.0039
O 5.0378 12.8714 11.5736 0.018 -0.0208 -0.0042
O 2.7047 11.5361 11.502 0.0134 0.009 0.018
O -0.4417 8.6778 14.7613 0.0095 0.0092 0.0012
O 2.5915 12.395 14.0486 -0.0292 0.0139 -0.0192
O 7.1649 3.3942 12.3615 0.0133 -0.0062 -0.0084
O 4.3527 8.8504 13.4051 0.0035 -0.0175 0.0024
O 5.0701 10.2833 11.23 -0.0186 0.0063 0.0087
O -3.1337 8.2565 15.6064 -0.0035 0.0198 -0.0089
O 8.589 4.7745 10.5237 0.0109 0.018 0.0369
O 2.2814 8.3036 14.8896 -0.0072 0.02 -0.0062
O 5.4673 0.7697 17.7147 0.0113 -0.0095 0.0185
O 8.0518 0.7537 18.41 -0.0145 -0.016 0.0004
O 9.6552 6.2338 21.6008 0.019 0.0147 -0.0005
O 1.1707 10.4703 15.9896 0.0078 -0.0315 -0.0058
O -0.1199 8.2722 22.8695 0.0031 -0.0185 0.0061
O 5.6463 4.933 16.2438 -0.0028 0.0015 0.0253
O -1.0736 -3.9606 17.2953 0.02 -0.0087 0.0359
O 3.465 1.3328 19.3177 0.0008 -0.0079 0.0045
O 1.991 2.8695 16.3418 0.0092 0.0354 -0.0133
O 6.6736 13.9943 17.9799 0.0065 0.0015 -0.0108
O 6.7906 1.0026 13.3773 0.0065 0.0061 0.0023
O 5.4908 2.7349 22.433 -0.0105 0.0042 0.0242
O 11.8934 -0.0779 18.7217 0.0021 -0.0188 0.0045
O 4.9187 8.1317 15.8788 -0.0045 0.0096 -0.0144
O -2.2328 -0.3398 14.643 -0.0312 -0.0161 0.002
O 2.3415 -4.7416 10.0368 -0.0115 -0.0011 0.0015
O 8.4593 7.4343 10.6964 -0.0016 -0.0295 0.0234
O 1.2696 5.6356 20.7269 -0.0066 -0.0038 -0.0132
O 1.2096 10.2432 13.3318 0.0074 0.0179 0.0201
O 9.814 0.0547 20.3201 0.011 -0.0123 -0.0179
O 4.0811 6.3013 14.3802 -0.0074 -0.0029 0.0077
O 6.2073 -0.6492 15.4426 0.024 0.0047 -0.0124
O 7.3684 1.5948 15.9541 -0.0041 -0.0207 0.0062
O 14.9106 5.6674 20.1783 0.0086 -0.0079 0.0026
O 6.1118 7.8414 11.7725 0.0074 0.0113 0.011
O 7.8344 5.8986 12.771 0.0054 0.0018 -0.0279
O 7.457 1.2933 10.758 -0.0192 0.0157 0.0095
O 12.0256 -2.4344 17.6467 -0.0247 0.0144 0.0143
O 6.2618 5.4805 18.7454 -0.0017 -0.0104 0.0061

Results
free energy: -133979.588 eV
free energy less fixed offsets of O -569.03, Si -635.61 eV per atom: -4.428 eV

The program warned: the cutoff lies below the one the program advises for these potential files; the exchange-correlation potential is rough where the density is thin.
